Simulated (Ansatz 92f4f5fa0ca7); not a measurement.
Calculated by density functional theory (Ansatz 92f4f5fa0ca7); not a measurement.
Periodic cell of 234 atoms, Si134O100, from a study of silicon, its oxide and their interface. The atomic structure is a simulated model.

Settings
functional: r2SCAN
potential files: Ansatz norm-conserving
basis: plane waves
wave-function cutoff: 1300 eV
density cutoff ratio: 4
exchange-correlation grid ratio: 1
k mesh: 2 x 2 x 1, shifted by 0.5 0.5 0.5 of a step
self-consistency stop: 5e-08 eV per atom in the density residual
occupations: Fermi-Dirac, 0.05 eV
spin: none
net charge: 0

Cell vectors (angstrom)
a 11.5403 0 0
b 0 15.3871 0
c -4.4356 0.1692 22.8311

Atoms: element, x, y, z (angstrom)
Si 0.514 0.2586 0.4932
Si 0.4317 4.7845 0.4294
Si 0.2684 7.8871 0.6209
Si 0.8017 12.5518 0.6425
Si 4.2456 0.4658 0.3805
Si 4.2625 5.1872 0.3384
Si 4.0015 8.2977 0.5358
Si 4.3128 12.8661 0.9835
Si 8.313 0.4066 0.9982
Si 8.093 4.7596 0.3782
Si 8.21 7.8958 0.4967
Si 8.165 12.7352 0.6741
Si 2.4181 0.779 1.8311
Si 2.3811 4.6085 1.7362
Si 2.1966 8.39 1.9778
Si 2.4201 12.5466 2.2759
Si 6.1795 0.799 1.861
Si 6.1576 4.6606 1.7437
Si 6.1441 8.5144 1.6681
Si 6.3209 12.477 2.0883
Si 10.2945 0.5501 2.1213
Si 10.0331 4.4634 1.7872
Si 9.9624 8.1733 2.0372
Si 10.2137 12.1637 1.7511
Si 2.4138 2.7188 3.1859
Si 2.3005 6.4187 3.2608
Si 2.3495 10.4031 3.2638
Si 2.417 14.4717 3.4663
Si 6.1861 2.7314 3.1896
Si 6.1472 6.5528 3.1537
Si 6.23 10.394 3.1657
Si 6.2561 14.3734 3.3948
Si 10.1305 2.6 3.2475
Si 10.0118 6.2883 3.3303
Si 10.0673 10.2672 3.1584
Si 10.2123 14.0163 3.3503
Si 0.4891 2.696 4.6264
Si 0.417 6.36 4.6633
Si 0.42 10.3431 4.5523
Si 0.5071 14.2878 4.7671
Si 4.317 2.7352 4.6395
Si 4.2427 6.4852 4.6016
Si 4.3103 10.3533 4.563
Si 4.3469 14.3489 4.7561
Si 8.1539 2.637 4.5871
Si 8.0409 6.4188 4.5958
Si 8.1407 10.3614 4.5381
Si 8.2447 14.2059 4.6489
Si 0.4604 0.8389 6.1019
Si 0.4211 4.5132 6.1099
Si 0.4244 8.3842 5.8321
Si 0.5438 12.2746 5.8988
Si 4.3544 0.8536 6.1066
Si 4.2803 4.6182 6.0787
Si 4.243 8.4167 5.9415
Si 4.3088 12.3238 5.9227
Si 8.2505 0.7186 6.0241
Si 8.1018 4.53 6.0224
Si 8.0704 8.404 5.8566
Si 8.1644 12.2825 5.9695
Si 2.4026 0.9373 7.4772
Si 2.3371 4.5079 7.464
Si 2.2738 8.4503 7.2929
Si 2.4098 12.3791 7.2906
Si 6.3398 0.6633 7.404
Si 6.2298 4.6024 7.4346
Si 6.1945 8.4106 7.3051
Si 6.196 12.3544 7.2896
Si 10.1023 0.7418 7.5251
Si 9.9998 4.5667 7.4607
Si 10.0274 8.3637 7.141
Si 10.1879 12.28 7.2215
Si 2.3329 2.7666 9.0957
Si 2.1918 6.4675 8.6496
Si 2.2808 10.4705 8.5815
Si 2.5076 14.321 8.6435
Si 6.198 2.6034 8.6491
Si 6.2862 6.5491 8.8689
Si 6.128 10.4258 8.5291
Si 6.3706 14.1095 8.8751
Si 10.0267 2.6941 8.9279
Si 9.9915 6.6125 8.6724
Si 10.0505 10.299 8.3664
Si 10.2988 14.0242 8.7943
Si 0.2712 2.317 10.4326
Si 0.3172 6.8641 10.0767
Si 0.322 10.0414 9.7771
Si 0.7945 14.5112 10.2423
Si 4.4549 2.3182 10.1746
Si 4.1267 6.8916 9.8037
Si 4.1914 10.1144 9.8449
Si 4.34 14.5559 10.1168
Si 7.987 2.5145 10.1249
Si 8.3058 7.3155 10.2381
Si 8.1338 10.3499 9.6143
Si 8.4127 13.3748 10.0444
Si 3.1459 10.415 12.8114
Si 5.4409 4.8788 14.7348
Si 0.9458 2.2521 15.523
Si 9.7051 3.2138 15.8469
Si 3.221 3.6969 16.4809
Si 2.9859 0.9028 17.0044
Si 8.6164 0.1508 11.9988
Si 7.4662 11.4614 14.4115
Si 8.687 1.698 18.4996
Si 9.5954 6.2606 15.59
Si 0.2092 9.9119 12.6612
Si -0.2169 1.572 20.1412
Si 10.2908 7.0799 12.5621
Si 4.6521 10.693 19.0921
Si 7.5792 -0.8772 17.2192
Si 10.4132 10.897 15.1693
Si 5.0076 6.5162 12.4794
Si 5.0097 7.7677 18.7304
Si 6.2652 3.9452 12.1587
Si 9.8927 12.4065 17.4935
Si 10.0904 11.0102 22.0089
Si 7.1749 2.6855 21.0409
Si 0.3061 4.6542 20.1107
Si 5.7 9.0726 21.2136
Si 10.7058 2.0102 13.2211
Si 2.7158 13.4337 12.4711
Si 7.1439 14.3994 14.2286
Si 4.089 -1.0976 14.9769
Si 2.7789 12.6232 20.6465
Si 0.0263 11.7535 19.5517
Si 2.5452 15.6326 19.8079
Si 10.7136 9.7519 17.7829
Si 4.1571 2.5202 21.3616
Si 5.517 12.5004 16.7146
Si 5.6353 9.1981 13.8527
Si 2.4374 5.9484 18.5382
Si 6.7862 7.3307 16.1056
Si 11.2624 6.8499 18.0943
O 4.2858 14.2263 -0.0048
O 8.6105 11.5532 22.4835
O 0.4716 3.8675 -0.9598
O 0.65 14.0625 -0.0842
O 5.6625 10.4611 20.3491
O -0.5675 9.6977 16.1591
O 11.3421 10.934 13.8621
O -0.4572 12.9032 18.4929
O 4.0061 1.2835 -1.0654
O -0.0793 4.6583 21.6803
O 1.4408 1.0391 16.4919
O 4.1618 6.7847 -0.107
O 3.3645 9.2489 -0.6712
O 0.4024 10.4258 18.6469
O 7.8157 11.981 -0.76
O 6.631 10.4294 13.4672
O 7.0051 9.0522 22.1707
O 8.3144 -1.0642 0.2428
O 4.3244 1.6967 22.7303
O 8.022 3.8121 -0.9983
O 8.727 8.8291 -0.7778
O -1.2653 11.3998 20.4593
O 8.8505 10.6922 14.7583
O 2.9271 14.238 20.537
O 0.4657 1.6167 14.1173
O 0.6069 0.7133 10.6334
O 6.4509 5.8906 15.467
O -0.0788 6.3582 11.6402
O 5.6211 8.0008 12.7498
O 5.5374 -1.038 14.2743
O 3.9801 13.6206 11.4453
O 4.1278 9.8124 13.9809
O 4.9616 3.1899 11.5105
O 10.8665 6.4501 16.5778
O 6.1949 5.5552 11.9013
O 3.5132 2.3904 17.4012
O 4.2432 8.5035 9.8514
O 4.0176 10.4814 11.4413
O 1.3416 13.8071 11.6608
O 8.0647 0.9752 10.7178
O 4.4363 5.8107 13.8356
O 8.8796 6.8754 11.7507
O 7.7354 0.4201 18.158
O 8.2649 11.7607 10.496
O 8.1614 8.9623 10.5186
O 8.8033 14.0278 11.4881
O 7.5107 15.5492 13.1715
O 4.3817 16.1252 10.6942
O 2.6638 11.9315 13.0728
O 3.0856 15.361 18.3043
O -0.6321 5.6631 19.1808
O 1.3403 7.0882 18.1333
O 3.1983 1.6047 20.4194
O 1.7928 9.503 12.8106
O 9.6247 2.6591 14.2943
O 10.4832 8.2627 18.3945
O 0.0506 10.7498 11.2649
O 6.1053 -1.5241 17.3956
O 11.2687 2.8815 11.9362
O 2.2003 3.2676 15.2836
O 9.1168 4.7211 15.8159
O 2.9343 -1.0787 13.8405
O 10.7533 8.6334 12.7715
O 10.0119 0.7041 12.5779
O 11.2904 3.1024 16.2276
O 8.4224 7.3195 16.0586
O 10.482 12.3326 15.9669
O 1.8416 5.1602 19.8349
O 6.1514 8.5678 15.2634
O 6.6001 11.7938 15.7422
O 0.9526 15.9037 19.7626
O 7.7139 12.932 13.7609
O 7.6542 3.4288 11.4912
O 10.0747 6.4498 14.0512
O 8.9171 2.4432 17.057
O 7.9577 2.6429 19.6048
O 3.9029 0.245 15.8568
O 3.8202 6.5076 11.3961
O 2.571 4.901 17.3144
O 6.1279 7.462 17.5852
O 7.7985 -0.527 15.6504
O 5.598 2.7131 20.6563
O 4.6396 4.1111 15.8767
O 5.3556 11.3917 17.8428
O 1.2128 12.2806 20.4754
O 4.219 9.2003 18.5573
O 3.474 11.7156 19.4979
O 4.1419 12.9395 15.932
O 8.6553 -1.9942 17.6612
O -4.0196 1.3892 21.9837
O 10.0503 1.1605 19.2081
O 3.8905 6.6001 18.7692
O 0.5618 8.4772 10.2433
O -0.2641 11.7126 22.8582
O 0.4066 6.3752 -0.0734
O 8.1449 6.3496 -0.1359
O 6.217 3.7953 13.7911
O 9.4743 10.8478 17.8922
O 5.7954 7.8277 20.1494
O 0.1562 3.0942 19.6837

Results
free energy: -62192.817 eV
free energy less fixed offsets of O -463.61, Si -117.95 eV per atom: -26.517 eV
pressure: -1.71 GPa
stress xx, yy, zz, yz, xz, xy (GPa, positive in tension): 0.91, 2.13, 2.08, 0.2, -0.06, -0.54

Forces (eV/angstrom), in the order of the atoms: element, x, y, z
Si -0.1182 -0.0803 -0.5542
Si -0.1422 0.1423 -0.6957
Si -0.0092 0.1692 -0.5612
Si 0.2365 -0.0131 -0.5571
Si 0.1314 -0.1997 -0.7712
Si 0.0641 -0.0426 -0.5272
Si -0.2187 -0.1883 -0.2725
Si 0.2305 -0.337 -1.0036
Si 0.3582 -0.0117 -0.8151
Si -0.0027 0.2319 -0.4548
Si -0.0484 0.0561 -0.5371
Si 0.0284 0.1251 -0.9511
Si -0.1914 -0.0623 -0.1304
Si 0.1322 0.1314 -0.1689
Si -0.0728 0.0174 -0.1435
Si -0.0025 -0.1162 0.0001
Si -0.1109 -0.0878 -0.2676
Si -0.0742 -0.0355 -0.2443
Si 0.1242 -0.1432 -0.1823
Si -0.2365 -0.0096 -0.1485
Si -0.012 0.0327 -0.2987
Si -0.0433 -0.0388 -0.3067
Si 0.1707 0.028 -0.1875
Si 0.0417 0.1485 -0.0867
Si -0.0148 0.0719 0.0279
Si -0.0338 0.0881 0.1093
Si 0.0503 -0.1852 -0.1508
Si -0.0134 0.0187 0.2012
Si 0.0485 0.202 -0.0171
Si 0.0139 0.0904 -0.0045
Si -0.0166 -0.1011 -0.0865
Si 0.0628 0.126 0.2298
Si 0.0065 0.0753 0.0398
Si -0.0416 -0.2677 0.1981
Si -0.079 0.0368 -0.088
Si 0.0575 -0.1423 0.0918
Si -0.1643 -0.0364 -0.0339
Si 0.032 0.0218 -0.1344
Si 0.1558 0.0405 0.0087
Si -0.0714 -0.0207 0.0136
Si 0.1362 -0.1638 -0.0148
Si 0.0169 0.0193 -0.0534
Si -0.0313 -0.0268 0.2123
Si -0.1359 -0.0334 -0.0799
Si 0.0278 -0.0561 0.0386
Si 0.0277 0.0595 -0.0221
Si 0.0227 0.0076 0.1223
Si -0.0204 0.1349 -0.0029
Si 0.0238 -0.0269 0.1579
Si -0.0024 0.0768 -0.0148
Si 0.036 0.0192 0.2707
Si -0.0445 0.0291 0.0879
Si 0.0192 0.0318 0.1283
Si -0.0291 0.0664 -0.1433
Si 0.0935 -0.0049 0.1803
Si 0.0156 -0.0342 -0.1037
Si 0.0147 0.0524 0.0276
Si -0.0145 0.0215 -0.0841
Si 0.0465 -0.0817 0.0858
Si -0.0408 0.0226 -0.0708
Si -0.0509 0.0527 -0.0526
Si 0.0304 -0.0483 0.0154
Si -0.0547 -0.0265 -0.2595
Si -0.0163 -0.0804 0.0609
Si -0.0116 -0.1867 -0.0241
Si 0.066 0.1168 0.1892
Si -0.1495 -0.2131 -0.0895
Si 0.1059 0.07 -0.0198
Si -0.0877 -0.0417 0.1635
Si 0.0416 -0.0116 0.0639
Si 0.0924 -0.0556 -0.4382
Si 0.1003 0.2697 -0.1844
Si 0.1016 -0.1507 0.2639
Si -0.0084 0.2061 0.2228
Si 0.0147 -0.033 0.0959
Si 0.0018 -0.0435 0.237
Si 0.1253 0.0856 0.1462
Si 0.1331 0.2223 0.224
Si -0.1981 -0.1343 0.1129
Si -0.0816 0.0609 0.2947
Si -0.2736 -0.0801 -0.0129
Si -0.0495 0.0783 0.3564
Si 0.1274 -0.065 0.0907
Si 0.1545 0.2154 0.277
Si 0.0337 -0.0259 0.3508
Si -0.1519 0.0643 0.5254
Si -0.033 0.0235 1.0953
Si 0.1131 -0.1135 0.2095
Si 0.1069 -0.0719 0.6925
Si 0.026 0.172 0.5241
Si -0.1652 -0.2505 0.7758
Si 0.0356 0.0343 0.4686
Si -0.0444 -0.0614 0.6262
Si -0.0306 0.1703 0.5158
Si 0.0164 0.2873 0.9321
Si -0.11 -0.5733 0.4151
Si 0.0247 -0.1861 0.461
Si -0.047 0.08 0.4863
Si 0.068 -0.0588 0.1061
Si -0.0817 0.1579 0.2951
Si 0.176 0.1422 -0.0137
Si 0.121 -0.2335 0.0301
Si -0.2166 0.0188 0.1971
Si 0.0121 -0.0938 0.1504
Si -0.063 -0.2158 -0.3452
Si -0.027 0.0075 0.395
Si 0.1309 0.298 0.4138
Si 0.0681 -0.1675 -0.5573
Si 0.0859 -0.0543 0.2991
Si -0.0498 -0.0352 -0.4897
Si 0.0488 -0.0696 0.1241
Si -0.0347 0.1261 0.0989
Si -0.0717 0.1696 0.5259
Si -0.0887 0.0348 -0.2634
Si 0.0657 -0.2448 0.1778
Si 0.0443 0.2347 -0.051
Si 0.1111 -0.0827 -0.2632
Si 0.1867 0.0383 -0.2043
Si 0.0351 0.222 -0.403
Si 0.059 0.0392 -0.5205
Si 0.062 0.017 0.4558
Si -0.1157 0.0168 0.4092
Si 0.0002 -0.1983 0.3265
Si 0.0434 -0.0428 0.2998
Si -0.1279 -0.0554 -0.4225
Si 0.1281 0.0592 -0.5727
Si 0.0184 -0.245 -0.3823
Si 0.0595 -0.2429 0.0068
Si -0.1898 -0.1978 0.0341
Si -0.1146 -0.1343 0.0911
Si 0.0948 0.1668 0.4356
Si 0.1178 0.204 -0.263
Si -0.016 0.1183 0.138
Si -0.0758 0.2771 -0.1108
O 0.0001 0.1008 0.8726
O -0.1525 0.2843 0.1102
O -0.0967 0.019 0.4761
O -0.0641 0.1397 0.7361
O -0.1112 -0.2945 0.2123
O -0.2368 0.3108 0.1482
O 0.0333 -0.2946 -0.292
O -0.1315 -0.4548 0.1598
O 0.1201 -0.3066 0.6975
O -0.0347 0.1722 0.4319
O 0.1751 0.3459 -0.1393
O 0.0424 -0.2258 0.5573
O 0.0637 0.1777 0.2889
O -0.3557 0.241 0.1077
O 0.119 0.2509 0.5894
O -0.0954 -0.0893 0.0038
O 0.0422 -0.2853 0.3301
O -0.1734 -0.0487 0.6666
O -0.1348 0.0384 -0.1116
O 0.0837 0.1438 0.4901
O 0.0272 -0.3318 0.3397
O -0.016 -0.0593 0.5125
O 0.016 0.1416 -0.017
O -0.0664 -0.0441 0.0367
O -0.3037 0.2098 -0.1265
O -0.2902 0.0602 -0.1026
O -0.1416 -0.0776 -0.2343
O 0.0989 0.2514 -0.7345
O -0.1076 -0.2931 -0.1399
O 0.1049 -0.0132 -0.0053
O 0.0485 0.3282 -0.3798
O -0.0409 0.0683 -0.526
O -0.0308 -0.0774 -0.4646
O -0.1436 -0.0211 0.0734
O -0.1394 0.0137 0.0073
O -0.2751 -0.0259 -0.2224
O 0.0269 -0.1758 0.0543
O 0.0476 -0.0445 -0.5313
O -0.1599 0.1977 -0.4608
O 0.1316 0.276 0.0193
O 0.4253 -0.0225 -0.2526
O -0.1125 0.1688 -0.6124
O 0.169 0.1697 0.0146
O -0.0012 0.3837 -0.7647
O 0.0153 -0.4617 -0.5369
O -0.1488 0.204 -0.098
O 0.2848 -0.0341 -0.3617
O -0.0056 -0.1054 -0.6065
O 0.1017 0.0806 -0.3219
O -0.1998 0.2951 0.2091
O 0.3458 -0.1323 0.1467
O -0.1633 -0.3547 0.1547
O 0.1619 0.19 0.2727
O -0.0631 0.1404 -0.2058
O 0.314 -0.0737 -0.2793
O 0.216 -0.0355 -0.1567
O 0.0954 -0.3377 -0.6102
O 0.1267 -0.0741 -0.2116
O 0.24 -0.3925 -0.5958
O -0.0891 -0.2048 0.3295
O 0.213 -0.0264 -0.1198
O 0.0888 -0.2086 -0.4822
O -0.0228 -0.181 -0.1782
O -0.1235 0.0501 -0.0884
O -0.0652 -0.1531 -0.2702
O 0.0289 -0.2283 -0.1608
O -0.1867 -0.374 0.1714
O -0.2037 -0.059 0.0207
O -0.0085 -0.1377 -0.3076
O 0.0575 0.1022 -0.2455
O 0.0721 0.1365 0.2276
O -0.15 0.2054 0.0921
O 0.0026 -0.1784 -0.4782
O 0.0192 0.1716 -0.4681
O 0.1744 -0.0275 0.0296
O -0.1423 -0.0464 0.5089
O -0.122 -0.1109 -0.0524
O 0.3079 0.0178 -0.6361
O -0.0072 -0.0889 0.1299
O -0.1073 0.0454 0.0026
O -0.2256 -0.1608 -0.2186
O -0.0111 -0.0407 0.283
O -0.0335 0.0694 -0.1963
O -0.0898 0.036 0.1362
O 0.0043 -0.022 0.1377
O 0.2801 0.0026 0.2997
O 0.0294 0.0761 0.3352
O 0.242 0.3174 -0.175
O 0.0034 0.0199 -0.1272
O -0.0757 -0.0384 0.1117
O 0.0573 0.2046 0.2991
O -0.0578 0.0325 0.0929
O -0.1775 0.0977 -0.2477
O -0.1271 0.1861 -0.0477
O -0.0259 0.0156 0.7402
O -0.035 0.0575 0.6226
O -0.0955 0.217 -0.4924
O 0.4153 0.0585 -0.087
O -0.1827 0.3754 0.3785
O -0.0424 0.0045 0.2859
